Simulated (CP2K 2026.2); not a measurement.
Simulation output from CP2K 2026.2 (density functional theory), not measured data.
Periodic cell of 432 atoms, Si324O108, from a study of silicon, its oxide and their interface. The atomic structure is a simulated model.
Doubt: the forces sum to 1.68 eV/angstrom along one axis rather than to zero, so they err by at least 0.0039 eV/angstrom per atom on average; the grid cutoff is modest.

Settings
functional: PBE
method: Gaussian and plane waves
basis set: DZVP-MOLOPT-SR-GTH
pseudopotentials: GTH-PBE
grid cutoff: 350 Ry, relative cutoff 50 Ry
k points: Gamma only
occupations: fixed
spin: none
net charge: 0

Cell vectors (angstrom)
a 16.32 0 0
b 0 16.32 0
c 0.6489 -2.9827 29.1383

Atoms: element, x, y, z (angstrom)
Si 1.6071 14.5787 0.206
Si 4.319 0.9221 0.1215
Si 1.1216 4.3436 0.25
Si 3.949 7.0592 0.2011
Si 1.6872 9.1777 0.2484
Si 3.8699 12.3842 0.1268
Si 6.7182 15.284 0.2376
Si 9.9429 -1.1444 29.0905
Si 6.8273 3.7538 0.0924
Si 9.0402 7.1693 0.1057
Si 6.6792 9.274 0.0756
Si 9.7861 11.9507 0.0237
Si 13.2259 11.5996 28.8521
Si 14.8288 1.6609 0.1064
Si 13.3102 1.0373 28.8217
Si 15.3129 6.6127 0.1095
Si 11.9845 9.7506 0.0973
Si 15.5394 9.4301 29.0685
Si 2.72 -0.1029 1.4577
Si 5.3922 2.5713 1.4532
Si 2.7589 5.4605 1.453
Si 5.3769 8.1732 1.6355
Si 2.7514 10.8504 1.4972
Si 5.4954 13.592 1.3564
Si 8.2699 0.1946 1.4069
Si 10.9299 2.9672 1.1462
Si 8.0052 5.4486 1.3282
Si 10.7615 8.1951 1.3527
Si 8.0587 10.8721 1.2415
Si 10.9777 13.5897 1.2164
Si 13.5997 -0.055 1.134
Si 16.3094 2.7616 1.5193
Si 13.6207 5.5079 1.264
Si 0.0985 8.0911 1.5264
Si 13.6524 10.8912 1.2958
Si 16.3076 13.5079 1.4508
Si 1.3838 1.345 2.7575
Si 4.0779 4.028 2.7536
Si 1.423 6.7624 2.8948
Si 4.0801 9.5783 2.9252
Si 1.3242 12.1596 2.8203
Si 4.1102 14.8864 2.793
Si 6.8415 1.373 2.8422
Si 9.5312 4.1807 2.6384
Si 6.7557 6.7427 2.8346
Si 9.4148 9.5507 2.7094
Si 6.8334 12.2424 2.7069
Si 9.6083 14.9864 2.5996
Si 12.2053 1.3893 2.4898
Si 14.8878 4.1305 2.768
Si 12.1986 6.8189 2.6313
Si 14.9678 9.5143 2.705
Si 12.2945 12.2658 2.6815
Si 14.9426 14.9925 2.6591
Si 16.301 -0.002 4.0693
Si 2.72 2.7006 4.1265
Si 16.294 5.4258 4.1552
Si 2.7287 8.173 4.2273
Si 16.2827 10.8288 4.1516
Si 2.7111 13.5561 4.1326
Si 5.4691 -0.0382 4.1345
Si 8.2145 2.7944 4.0803
Si 5.4091 5.3841 4.1579
Si 8.1402 8.1557 4.1167
Si 5.4977 10.9366 4.1653
Si 8.2222 13.6314 4.0023
Si 10.9195 0.0415 3.979
Si 13.5313 2.6879 4.0088
Si 10.8748 5.4801 4.0518
Si 13.5716 8.1598 4.0267
Si 10.8656 10.9041 4.0204
Si 13.6103 13.6359 4.0617
Si 1.3976 -1.2923 16.4255
Si 4.0253 1.428 16.4493
Si 1.3008 4.0111 16.3447
Si 4.0659 6.7798 16.242
Si 1.3538 9.5243 16.3085
Si 4.0556 12.3089 16.1929
Si 6.7648 -1.3177 16.3617
Si 9.4957 1.3106 16.2541
Si 6.7842 4.1272 16.3603
Si 9.5058 6.8721 16.4053
Si 6.8744 9.5379 16.2683
Si 9.5432 12.2265 16.1988
Si 12.2779 -1.376 16.3401
Si 14.9819 1.3659 16.2977
Si 12.2033 4.0319 16.2442
Si 14.9377 6.7592 16.2483
Si 12.277 9.4802 16.3476
Si 15.0134 12.2161 16.3257
Si 2.6222 0.1771 17.9234
Si 5.4173 2.8237 17.7749
Si 2.7023 5.4002 17.5879
Si 5.4741 8.1462 17.5255
Si 2.7496 10.9755 17.5675
Si 5.2648 13.6814 17.6332
Si 8.2028 0.0038 17.7055
Si 10.8814 2.6167 17.5813
Si 8.1044 5.5139 17.7456
Si 10.8768 8.2503 17.8096
Si 8.2568 10.9183 17.6253
Si 10.9126 13.4762 17.5924
Si 13.6596 0.0315 17.67
Si 16.2521 2.6752 17.7816
Si 13.5327 5.4083 17.5662
Si 16.3099 8.0772 17.6147
Si 13.7522 10.7541 17.6764
Si 16.3769 13.5652 17.7054
Si 1.2149 1.5671 19.4504
Si 4.0601 4.2796 19.1163
Si 1.3012 6.6518 18.9371
Si 4.0937 9.5222 18.7777
Si 1.4467 12.2173 19.0807
Si 3.9725 -1.2947 19.1847
Si 6.8075 1.4209 19.0512
Si 9.5668 4.0456 18.8636
Si 6.7255 6.9401 19.1011
Si 9.6307 9.7598 19.2335
Si 6.672 12.2157 18.7606
Si 9.5463 -1.5376 18.9646
Si 12.1898 1.2758 19.0375
Si 14.7342 3.9894 18.9812
Si 12.2666 6.7496 19.0037
Si 15.0806 9.3909 19.1174
Si 12.3799 12.1373 18.8997
Si 15.0846 -1.284 19.0091
Si 16.3721 -0.2013 20.6926
Si 2.7673 3.099 20.6934
Si 16.018 5.4487 20.2161
Si 2.7027 8.1546 20.0226
Si 0.5663 10.3921 20.3045
Si 2.3613 13.8866 20.5374
Si 5.7214 -0.2165 20.3431
Si 8.2191 2.8329 20.2889
Si 4.955 6.0587 20.4556
Si 7.8793 8.6171 20.2794
Si 5.5832 10.6862 20.1366
Si 7.7699 13.7104 20.0893
Si 11.2512 -0.5496 20.2144
Si 13.1735 2.8866 20.4429
Si 11.049 5.1736 20.242
Si 13.9191 7.7295 20.3592
Si 11.176 11.1657 20.6618
Si 13.5719 13.7023 20.097
Si 15.8385 13.0055 24.9507
Si 3.7319 10.2248 24.84
Si 0.6048 7.5265 27.055
Si 6.5627 9.462 25.5766
Si 6.4156 4.2278 22.332
Si 4.1462 12.2896 22.5235
Si 9.265 3.5434 26.4642
Si 12.4388 7.831 23.1489
Si 13.398 5.0178 24.2869
Si 8.3242 11.2489 24.4924
Si 9.6099 7.0991 22.3431
Si 12.7925 12.5105 25.8326
Si 3.8744 -1.918 26.3403
Si 16.0297 -0.8591 26.3891
Si 8.7828 -1.1059 24.0698
Si 11.0028 -1.275 26.1358
Si 14.7161 1.4273 22.8578
Si 9.8719 1.0359 22.3818
Si 8.6225 5.0628 24.1479
Si 1.899 11.9447 26.3883
Si 2.5621 4.6801 23.5486
Si 15.1644 11.9602 22.3005
Si 8.7344 10.6181 27.204
Si 3.9796 2.4126 25.0505
Si 14.5866 5.4934 27.1097
Si 12.7167 10.57 23.4598
Si 2.9762 7.3155 25.0825
Si 2.2532 0.5982 26.5614
Si 16.0818 4.0712 23.0027
Si 13.4008 0.6063 25.7859
Si 6.2934 2.5331 27.1398
Si 9.3402 12.7996 22.3037
Si 10.8336 3.168 24.0462
Si 4.6924 1.5412 22.3972
Si 5.3458 7.3864 26.959
Si 6.2212 13.6472 24.3948
Si 1.343 14.9546 5.4418
Si 4.0982 1.3427 5.4659
Si 1.3414 4.0532 5.481
Si 4.0881 6.7802 5.5208
Si 1.3315 9.511 5.5332
Si 4.0941 12.2499 5.5068
Si 6.8555 14.9352 5.441
Si 9.5517 1.3696 5.3904
Si 6.8277 4.0797 5.4822
Si 9.5338 6.82 5.4493
Si 6.8144 9.5247 5.4927
Si 9.5407 12.2695 5.4048
Si 12.2435 15.0013 5.3973
Si 14.9253 1.3682 5.4031
Si 12.2084 4.0663 5.3969
Si 14.9262 6.8194 5.4466
Si 12.2201 9.5306 5.3923
Si 14.9427 12.2569 5.4436
Si 2.7116 -0.0062 6.8043
Si 5.4609 2.706 6.8195
Si 2.7004 5.4235 6.8408
Si 5.4511 8.1625 6.8489
Si 2.7248 10.8802 6.8471
Si 5.4722 13.6128 6.8264
Si 8.1964 0.0102 6.7761
Si 10.8778 2.7164 6.7885
Si 8.1752 5.4592 6.8191
Si 10.8928 8.1769 6.7952
Si 8.1912 10.9079 6.7998
Si 10.8882 13.6326 6.7692
Si 13.5953 0.0086 6.7875
Si 16.287 2.6976 6.8052
Si 13.575 5.4243 6.7733
Si 16.2827 8.146 6.8473
Si 13.5761 10.8852 6.7785
Si 16.3138 13.5975 6.8086
Si 1.3461 1.3506 8.1584
Si 4.0875 4.0693 8.1694
Si 1.3409 6.7902 8.1933
Si 4.0817 9.518 8.2006
Si 1.3583 12.2494 8.1779
Si 4.0893 14.9702 8.1644
Si 6.8251 1.3474 8.1591
Si 9.5225 4.0729 8.1577
Si 6.8152 6.8049 8.1886
Si 9.5347 9.5338 8.1572
Si 6.8214 12.2453 8.1764
Si 9.5375 14.9755 8.1556
Si 12.2372 1.3618 8.1563
Si 14.9382 4.0772 8.1544
Si 12.2368 6.7929 8.1471
Si 14.9347 9.5364 8.1658
Si 12.2313 12.2555 8.1367
Si 14.9515 14.9645 8.1524
Si 16.315 -0.0069 9.5183
Si 2.7135 2.7153 9.5113
Si 16.2983 5.4241 9.532
Si 2.7114 8.1554 9.5451
Si 16.3168 10.8807 9.5233
Si 2.7267 13.6107 9.5229
Si 5.4512 0.0055 9.5198
Si 8.1649 2.7176 9.5246
Si 5.4411 5.4375 9.5276
Si 8.173 8.1772 9.5249
Si 5.4532 10.8915 9.5381
Si 8.1752 13.6186 9.525
Si 10.8829 0.0092 9.5331
Si 13.5911 2.7148 9.5227
Si 10.8798 5.4337 9.5111
Si 13.5918 8.1556 9.5117
Si 10.8896 10.8925 9.5118
Si 13.5916 13.6028 9.5069
Si 1.362 14.9642 10.8794
Si 4.0789 1.3649 10.8658
Si 1.3565 4.0687 10.8784
Si 4.0826 6.7943 10.8922
Si 1.3545 9.5258 10.8979
Si 4.0861 12.2601 10.8864
Si 6.8089 14.9773 10.8883
Si 9.5174 1.3684 10.9
Si 6.794 4.0729 10.881
Si 9.5214 6.795 10.8658
Si 6.8131 9.5289 10.8922
Si 9.5337 12.2469 10.8742
Si 12.2431 14.9564 10.8842
Si 14.9578 1.3502 10.877
Si 12.2275 4.0714 10.8811
Si 14.9439 6.7982 10.8808
Si 12.2432 9.5208 10.8668
Si 14.9561 12.2463 10.865
Si 2.7253 0.0119 12.227
Si 5.4243 2.7187 12.2378
Si 2.7144 5.4307 12.2412
Si 5.4474 8.1639 12.2422
Si 2.7263 10.9021 12.2448
Si 5.4367 13.6322 12.2462
Si 8.1474 0.0217 12.2677
Si 10.8736 2.7263 12.2652
Si 8.1551 5.4403 12.2241
Si 10.8875 8.1487 12.2123
Si 8.1823 10.8916 12.2402
Si 10.8841 13.5948 12.2462
Si 13.6121 -0.0152 12.2453
Si 16.3269 2.6985 12.2344
Si 13.5821 5.4335 12.2338
Si 16.309 8.1502 12.243
Si 13.6087 10.8792 12.2212
Si 16.312 13.6047 12.2248
Si 1.361 1.3384 13.6039
Si 4.0554 4.0566 13.6038
Si 1.3553 6.7891 13.5987
Si 4.094 9.5376 13.5952
Si 1.3546 12.2715 13.5899
Si 4.0895 -1.3027 13.6101
Si 6.7659 1.3848 13.6311
Si 9.4923 4.0971 13.6137
Si 6.81 6.7967 13.5913
Si 9.5544 9.5105 13.5729
Si 6.8107 12.2664 13.575
Si 9.5157 -1.362 13.5965
Si 12.2477 1.342 13.5943
Si 14.962 4.0698 13.5633
Si 12.2069 6.7785 13.5935
Si 14.9484 9.517 13.5917
Si 12.2682 12.2348 13.5923
Si 14.976 -1.3725 13.6175
Si 16.3398 -0.0178 14.9851
Si 2.6916 2.6999 14.9829
Si 16.3189 5.398 14.9432
Si 2.7151 8.1765 14.9345
Si 16.334 10.8754 14.9302
Si 2.6838 13.6916 14.9328
Si 5.3992 0.0651 15.0347
Si 8.1328 2.7435 14.9814
Si 5.4375 5.4201 14.9248
Si 8.1963 8.1602 14.9288
Si 5.4734 10.9089 14.9377
Si 8.1274 13.632 14.9609
Si 10.9019 -0.0353 14.9494
Si 13.6187 2.713 14.9243
Si 10.8262 5.4625 14.9925
Si 13.5778 8.1331 14.9274
Si 10.9355 10.8428 14.9328
Si 13.6261 13.5768 14.9784
O 15.4532 0.1877 22.0373
O 10.2055 2.6849 25.4628
O 2.9634 13.1957 21.8895
O 1.6936 9.2594 20.7682
O 3.6254 3.8712 24.4618
O 11.5404 7.8578 28.6731
O 10.4619 12.5512 21.1793
O 12.6336 11.9931 27.3736
O 11.8659 10.6211 22.0534
O 3.4255 10.5467 28.8819
O 1.5311 6.7712 28.1194
O 14.332 -0.2243 28.8672
O 15.0758 6.6553 20.7681
O 11.0224 1.8984 23.0977
O 10.1852 3.6542 27.7838
O 14.2953 12.8434 21.2782
O 16.3748 8.8973 27.7512
O 8.3773 11.828 28.1885
O 6.1736 13.25 28.777
O 16.8334 11.905 25.5702
O 6.7176 9.6762 20.7527
O 9.0395 1.9176 21.3405
O 4.8901 8.6525 27.8673
O 7.3379 9.8412 26.9541
O 15.3809 4.3356 27.902
O 13.2973 1.4926 27.2049
O 6.335 6.5086 27.9055
O 9.526 -1.1403 25.4995
O 13.9345 4.8956 25.7846
O 10.752 -1.5132 27.7197
O 5.4421 5.4458 21.8999
O 2.7541 2.0224 26.0131
O 10.8805 7.9547 22.7784
O 3.5434 11.2618 23.6143
O 4.8225 11.4175 21.3567
O 7.9502 12.9309 21.5143
O 14.3602 12.8303 25.5826
O 7.4746 4.0335 21.1249
O 13.3531 6.0621 27.9704
O 4.0434 1.3313 23.8452
O 12.0934 4.0616 20.8967
O 10.157 5.9192 21.3812
O 6.8633 -1.3423 20.51
O 5.6539 2.8281 22.4926
O 15.9271 2.4688 23.1275
O 8.5174 5.2516 28.7887
O 6.2208 7.8991 25.6875
O 9.5837 -2.2036 23.1782
O 4.1897 -1.6749 27.8988
O 14.6643 4.7562 23.3298
O 7.2103 12.4021 24.7088
O 2.7093 4.1332 22.0062
O 13.7123 2.1553 21.802
O 11.8986 0.0075 25.6813
O 10.6448 -0.1379 21.6442
O 9.2559 11.4783 23.2156
O 2.6837 10.589 26.0081
O 12.4582 -1.5613 20.6694
O 0.6637 0.4385 26.2853
O 12.7254 9.0882 24.101
O 14.4205 10.5121 28.5485
O 8.6835 -0.1777 28.6522
O 5.259 13.2717 23.1558
O 5.4057 2.3633 25.8089
O 9.269 11.2142 25.8054
O 5.2736 -2.2392 25.6182
O 1.002 4.4596 23.9647
O 4.0054 6.7741 26.2569
O 7.2096 -1.4298 24.1209
O 2.8626 13.1893 26.0363
O 5.5062 3.6015 28.0678
O 12.2447 3.9098 24.1574
O 9.6985 4.1136 23.3902
O 0.7057 2.4659 28.78
O 7.817 2.9112 26.7734
O 16.2076 -1.624 27.8116
O 16.4742 4.5657 21.5084
O 7.135 4.5828 23.7328
O 15.6161 6.6592 26.6989
O 15.8194 12.963 23.3529
O 5.2329 10.3606 25.4217
O 12.2504 11.518 24.6733
O 9.8496 9.637 27.7989
O 12.7809 6.4554 23.9002
O 8.914 4.9565 25.7334
O 8.8804 6.5593 23.6685
O 2.4915 0.5849 28.1545
O 3.5072 8.6871 24.4028
O 1.5211 7.6639 25.7326
O 2.8645 6.2378 23.8747
O 3.4642 5.1435 28.8107
O 14.4831 -0.5299 26.1291
O 6.4723 1.1678 27.9914
O 8.872 0.3782 23.4512
O 11.857 -2.5279 25.6262
O 13.926 1.1623 24.2981
O 13.2859 8.0894 21.8021
O 7.5603 9.8226 24.3533
O 3.1302 -0.5645 25.8632
O 3.8044 7.1945 20.8313
O 1.21 -1.3411 21.0324
O 16.4885 -1.877 25.2518
O 14.2332 10.9158 23.0727
O 8.5 7.9967 21.6352
O 16.3563 11.105 21.6566
O 1.5431 12.0532 27.9571
O 3.5644 1.7887 21.2682
O 5.458 0.2251 21.8999

Results
total energy: -82015.957 eV
total energy less fixed offsets of O -438.35, Si -107.03 eV per atom: 3.563 eV

Forces (eV/angstrom), in the order of the atoms: element, x, y, z
Si -0.0698 0.2019 0.7079
Si -0.0369 0.1734 0.7427
Si 0.078 -0.0028 0.7019
Si 0.016 -0.2396 0.7395
Si -0.0057 0.1507 0.7808
Si 0.2826 -0.1415 0.7431
Si -0.0356 -0.2134 0.6909
Si 0.0668 -0.1765 0.7003
Si -0.0434 0.24 0.6852
Si 0.115 -0.1903 0.793
Si -0.0689 0.3877 0.6235
Si -0.2123 0.1435 0.8306
Si -0.1599 0.2875 0.6745
Si 0.141 -0.3123 0.6671
Si -0.4852 0.4157 0.4999
Si -0.1218 0.1453 0.7466
Si 0.1007 -0.069 0.8009
Si 0.0779 -0.2727 0.6664
Si -0.0165 -0.0018 -0.0656
Si -0.0323 -0.0076 -0.0582
Si 0.0207 0.0148 -0.0502
Si -0.0125 0.0035 -0.0401
Si -0.014 -0.0176 -0.055
Si -0.0064 0.0208 -0.0523
Si 0.0357 0.0427 -0.0228
Si 0.0944 0.0203 -0.0314
Si -0.0175 -0.0339 -0.0542
Si 0.0208 0.0037 -0.0602
Si 0.0119 -0.0193 -0.0424
Si 0.0022 -0.0075 -0.0283
Si -0.015 -0.0383 -0.0122
Si 0.0034 -0.0036 -0.0084
Si 0.0024 -0.0065 -0.0472
Si 0.0187 0.0072 -0.0222
Si -0.0229 0.015 -0.0111
Si -0.0506 -0.0282 -0.0315
Si 0.0106 -0.0308 0.0182
Si 0.0313 0.0226 0.0166
Si 0.0107 -0.0068 0.0442
Si -0.0044 0.0126 0.04
Si 0.0248 0.0032 0.0214
Si 0.0051 0.0001 0.0653
Si 0.0033 -0.0176 0.0487
Si -0.0114 -0.0104 -0.0053
Si -0.004 0.009 0.0391
Si -0.0244 0.0097 0.048
Si -0.0148 -0.003 -0.0156
Si -0.0082 -0.0204 0.0044
Si 0.0278 0.021 0.0241
Si 0.004 0.0246 0.0354
Si -0.0044 -0.0058 0.0011
Si 0.0082 0.0115 -0.0193
Si -0.0174 -0.0106 0.0068
Si -0.0243 0.0168 0.0255
Si -0.0174 -0.0271 -0.0096
Si -0.0051 -0.0013 0.001
Si 0.0062 -0.0189 -0.031
Si -0.0236 -0.0147 -0.0275
Si 0.0108 0.0051 -0.0025
Si 0.0318 -0.0002 -0.0166
Si -0.0026 -0.0096 -0.0309
Si -0.0298 0.0192 -0.0199
Si -0.0154 0.0111 0.0005
Si 0.015 0.0099 -0.0105
Si -0.0137 -0.0067 -0.0149
Si 0.0087 0.0227 -0.0084
Si 0.0045 0.0285 -0.0207
Si 0.0024 -0.0064 -0.026
Si -0.0266 0 -0.0067
Si 0.0052 -0.0308 -0.0076
Si 0.0111 0.0253 -0.0418
Si 0.0161 -0.0202 -0.0245
Si 0.017 0.0249 0.0673
Si -0.004 -0.0211 0.0199
Si -0.0227 0.0107 -0.0039
Si 0.0355 0.0031 0.0244
Si -0.0088 0.0098 0.0554
Si 0.0305 0.0034 -0.0384
Si 0.019 -0.0246 0.0405
Si 0.026 -0.0142 -0.0102
Si -0.0039 0.0011 -0.0014
Si 0.0109 0.0089 0.0212
Si 0.0034 -0.0138 0.0303
Si -0.0018 -0.0008 -0.0312
Si -0.0156 0.0054 0.0427
Si -0.0105 0.0118 -0.0017
Si 0.0093 -0.0107 -0.0129
Si 0.0118 -0.0076 0.0171
Si -0.0299 0.0129 0.0327
Si -0.0099 0.0295 -0.0005
Si -0.0329 0.0128 -0.0057
Si -0.0354 0.0042 -0.0185
Si 0.022 -0.0127 -0.0177
Si 0.0101 -0.0137 -0.0606
Si 0.0059 -0.0123 -0.035
Si -0.0512 0.0279 -0.0167
Si -0.0481 0.0038 0.0083
Si 0.0145 0.0084 -0.0147
Si -0.0059 0.0267 -0.0285
Si -0.0495 -0.004 0.0348
Si 0.0202 0.0014 0.0202
Si -0.0146 -0.0494 -0.0564
Si -0.0137 -0.016 -0.0055
Si -0.0165 0.016 0.0201
Si -0.0317 -0.0055 -0.024
Si -0.0148 -0.0035 -0.0673
Si 0.0779 -0.0381 -0.0199
Si -0.0224 -0.0019 0.0026
Si 0.1255 -0.0092 0.0779
Si 0.0748 0.0119 0.0776
Si -0.0259 -0.0047 0.0618
Si -0.0099 -0.001 0.0266
Si -0.0115 0.0317 0.0121
Si -0.0006 -0.0001 0.0248
Si 0.022 -0.0143 0.0279
Si -0.019 0.0219 0.0298
Si 0.0493 -0.0656 0.0282
Si 0.1333 -0.0081 0.0182
Si -0.0416 -0.0412 -0.0274
Si -0.0394 -0.0265 0.0382
Si -0.0334 0.0015 0.0067
Si -0.0202 -0.0008 0.0373
Si -0.0013 0.065 0.0545
Si -0.0424 -0.0007 0.096
Si -0.0222 0.0445 0.0456
Si 0.0621 0.0272 -0.0323
Si -0.0719 0.3135 -0.5906
Si -0.3656 0.1179 -0.6259
Si 0.1508 -0.0764 -0.7275
Si 0.01 -0.0375 -0.4878
Si -0.1492 0.0075 -0.8027
Si 0.1496 -0.0408 -0.7274
Si -0.3862 0.3129 -0.6895
Si -0.1351 -0.0179 -0.6418
Si 0.1948 -0.1638 -0.7706
Si 0.1289 -0.0608 -0.8017
Si -0.0487 0.0522 -0.6786
Si 0.3177 -0.1812 -0.682
Si -0.0966 0.1709 -0.8133
Si 0.1372 -0.0936 -0.709
Si 0.0463 0.0915 -0.6741
Si -0.1754 0.2691 -0.8294
Si -0.0874 -0.3914 -0.7362
Si 0.1307 -0.0353 -0.6289
Si -0.1243 -0.0553 0.0103
Si -0.0072 0.0784 -0.09
Si 0.0144 0.0913 0.1083
Si 0.0837 -0.0688 -0.0349
Si 0.0247 0.0589 -0.1127
Si 0.0439 -0.0458 -0.0364
Si -0.0166 0.0198 -0.01
Si 0.0545 -0.2667 -0.1132
Si 0.0018 0.1358 -0.0625
Si -0.0694 -0.0085 -0.0426
Si 0.0773 -0.1408 -0.1459
Si 0.1067 -0.1795 0.0955
Si -0.0105 -0.0493 0.0851
Si 0.0411 0.0938 0.1494
Si 0.0082 -0.0805 -0.0615
Si -0.0415 0.0543 0.1085
Si -0.1571 -0.2576 0.0044
Si -0.1042 0.0829 -0.0959
Si 0.0098 -0.0986 0.0196
Si 0.043 0.0788 0.0678
Si -0.0627 -0.1322 -0.1702
Si -0.0859 0.0057 -0.1745
Si -0.023 -0.0618 0.0064
Si 0.0179 0.0323 -0.0058
Si 0.1239 0.0429 0.1517
Si -0.177 0.1675 -0.1918
Si 0.096 -0.1517 0.1782
Si 0.0079 -0.1396 0.0016
Si -0.0103 0.1212 0.0407
Si 0.1663 0.2551 -0.0404
Si -0.0437 0.1156 0.0921
Si 0.0002 -0.0171 -0.0802
Si -0.1309 0.2125 0.0428
Si 0.1217 0.0373 -0.0103
Si -0.0054 -0.157 0.1622
Si -0.054 -0.1351 -0.0346
Si 0.0081 0.0058 -0.0108
Si 0.0093 0.0055 -0.0066
Si -0.0003 0.0006 0.0118
Si -0.0124 -0.0057 0.0057
Si 0.0113 0.004 0.0041
Si -0.011 -0.0143 0.0051
Si -0.0137 -0.0277 0.0069
Si -0.0001 -0.0225 -0.0123
Si 0.0363 0.0123 0.0064
Si 0.0045 -0.0068 0.0002
Si -0.0091 -0.007 -0.002
Si -0.0097 0.0036 -0.0051
Si 0.0091 0.0118 -0.0064
Si 0.0029 0.0167 -0.004
Si -0.0059 -0.0189 -0.0127
Si 0.0015 0.0222 -0.0106
Si -0.0075 -0.0077 -0.0049
Si -0.011 0.0106 -0.0022
Si 0.0023 -0.0015 -0.006
Si 0.0078 -0.0001 -0.0057
Si -0.0015 0.0171 -0.0101
Si 0.0034 -0.0067 -0.0001
Si -0.0007 -0.003 -0.0011
Si -0.0012 0.0022 -0.0058
Si -0.0084 0.0128 -0.0007
Si -0.0016 0.0112 0.0066
Si -0.0149 0.0096 -0.0018
Si -0.017 -0.0046 0.0025
Si 0.0069 -0.0153 -0.0049
Si -0.0003 0.0091 0.0033
Si 0.0004 -0.0071 0.0035
Si 0.0045 -0.0088 -0.0002
Si 0.0083 -0.0104 0.0009
Si 0.002 0.012 0.0014
Si 0.0105 0.0185 -0.0074
Si 0.0029 -0.0152 0.0055
Si -0.0085 0.0022 -0.0003
Si -0.007 0.0089 -0.0051
Si -0.0153 -0.0114 0.0026
Si -0.0179 -0.0081 0.0017
Si 0.0229 0.0068 -0.0025
Si 0.0175 -0.0042 -0.0016
Si -0.0055 -0.0083 -0.0011
Si -0.0127 -0.0063 -0.0008
Si 0.0139 0.016 0.0053
Si 0.0146 0.0184 0.0076
Si -0.0191 -0.0086 0.0074
Si -0.0151 -0.0083 -0.0019
Si 0.0053 0.0126 0.002
Si 0.0066 0.0013 -0.0062
Si -0.0046 0.0091 -0.0041
Si 0.0043 -0.021 0.0008
Si -0.0003 -0.003 -0.0073
Si 0.0056 0.0102 0.0004
Si 0.0062 -0.0112 0.0062
Si 0.0064 0.0025 -0.0052
Si 0.0037 -0.0022 0.0103
Si 0.0129 0.0087 0.0037
Si -0.0081 0.0109 -0.0032
Si -0.0143 -0.0125 -0.0071
Si -0.0086 0.013 -0.0002
Si -0.0064 0.0104 0.0015
Si 0.0013 0.0059 -0.0081
Si -0.0128 -0.0061 -0.0032
Si 0.0153 -0.0017 0.0068
Si 0.0027 0.0119 0.0078
Si 0.0091 -0.0032 0.0119
Si -0.0065 -0.0049 0.0091
Si -0.0053 -0.0044 -0.0017
Si 0.0137 0.0074 -0.0029
Si -0.0152 0.0004 -0.0061
Si 0.0005 -0.0188 -0.006
Si 0.0181 -0.001 0.0026
Si 0.0099 -0.0043 -0.0049
Si -0.0034 -0.0045 0.0053
Si -0.0061 -0.0073 0.0047
Si -0.0092 -0.0052 0.0161
Si -0.0009 0.0043 -0.0047
Si -0.0148 -0.02 -0.0015
Si -0.025 0.0105 -0.0002
Si -0.0081 0.0022 -0.0002
Si 0.0108 0.0032 -0.0052
Si 0.0018 -0.0044 0.0073
Si 0.0093 -0.0111 -0.0084
Si -0.0017 0.0009 0.0046
Si 0.0141 0.0003 -0.0017
Si 0.011 0.009 -0.0015
Si -0.0079 0.0142 -0.0015
Si -0.0046 -0.0004 -0.0016
Si -0.0011 0.0167 -0.0006
Si -0.0037 0.0076 -0.0102
Si -0.0259 -0.0034 -0.0089
Si 0.0119 0.0072 -0.0012
Si 0.0081 0.0079 -0.0032
Si 0.0218 0.0224 0.0057
Si 0.0219 0.0077 0.0081
Si 0.004 0.001 0.0098
Si 0.0047 0.0121 0.0147
Si -0.0072 -0.0075 -0.0119
Si -0.0194 -0.006 -0.0101
Si -0.0042 0.0239 0.0059
Si -0.0083 -0.0139 0.0059
Si -0.0077 -0.0074 0.0002
Si -0.0046 0.0059 -0.0054
Si 0.0071 -0.0055 0.0088
Si 0.0022 -0.0097 0.0049
Si 0.0076 -0.0044 -0.0108
Si -0.011 -0.0273 -0.011
Si 0.0236 -0.0037 0.0105
Si 0.0099 0.006 0.004
Si -0.0104 0.0046 0.0058
Si 0.0067 -0.0169 0.0124
Si -0.0113 0.0255 0.0065
Si -0.0045 -0.0132 0.0004
Si -0.0058 0.0016 0.0043
Si -0.0076 0.019 0.0023
Si -0.0049 -0.0126 0.0094
Si 0.0184 -0.0247 -0.0111
Si -0.0003 -0.015 -0.0032
Si -0.0065 -0.005 -0.0041
Si 0.0193 0.0011 -0.0084
Si 0.0033 0.0015 -0.0056
Si 0.0059 0.012 0.0061
Si -0.0078 0.0062 0.0078
Si -0.0188 0.0176 0.009
Si 0.006 0.0058 0.0007
Si 0.0069 -0.0343 0.0024
Si 0.0031 -0.0153 0.0184
Si 0.0092 -0.0002 -0.0052
Si -0.0056 -0.0042 -0.0147
Si -0.0033 -0.0121 0.0111
Si 0.002 0.0117 -0.0008
Si -0.0065 -0.0006 0.0335
Si -0.0358 0.013 0.0102
Si 0.0066 0.017 0.0042
Si 0.0031 0.0029 -0.0042
Si 0.0306 0.0264 0.0161
Si -0.0138 0.027 0.0077
Si -0.0078 -0.0266 0.0103
Si 0.0017 -0.0033 -0.0025
Si -0.0118 0.0187 0.0198
Si -0.0014 0.0023 0.0073
Si -0.0056 -0.0207 0.018
Si 0.0093 -0.0057 -0.0053
O -0.1486 -0.0496 0.1523
O 0.0668 -0.6934 0.2187
O -0.2097 0.1657 0.4219
O -0.0344 0.0344 0.5153
O 0.1352 0.289 0.0146
O -0.1785 0.0126 -0.6033
O 0.1667 0.4949 -0.0221
O -0.3934 -0.026 -0.1829
O 0.1304 -0.2457 0.1297
O 0.1547 0.1855 -0.1469
O 0.0906 -0.0188 -0.2039
O -0.1254 -0.2675 0.1516
O 0.1615 -0.0614 0.433
O 0.6932 -0.2273 -0.187
O 0.6391 -0.2947 -0.238
O 0.1589 0.1326 0.1738
O -0.0322 0.1487 -0.204
O 0.1472 0.1882 -0.2828
O -0.0467 0.0448 -0.3478
O -0.2974 -0.3861 -0.0006
O 0.0833 0.1004 0.3609
O 0.2719 -0.3188 0.1703
O -0.2016 0.0322 -0.3748
O -0.4592 -0.4031 0.3655
O 0.1272 -0.0229 -0.2575
O -0.263 0.2794 -0.252
O -0.2274 -0.3778 -0.1102
O -0.3923 -0.1138 0.3213
O -0.2073 -0.2547 0.1796
O 0.1538 -0.1771 -0.0306
O -0.2555 0.1952 0.561
O -0.2605 0.3623 0.0026
O -0.1321 0.4686 -0.0284
O -0.3825 -0.0064 0.1212
O -0.3216 -0.0846 0.2733
O -0.2973 -0.3423 0.4407
O -0.0573 0.2507 0.0692
O -0.0456 0.5104 -0.1923
O 0.0082 -0.1422 -0.2031
O -0.3528 -0.5985 0.2289
O 0.2094 0.0745 0.1737
O -0.1219 -0.3089 -0.0576
O -0.005 0.1235 0.1853
O 0.2118 -0.1432 0.2178
O 0.3479 -0.1349 0.4401
O 0.1504 -0.0524 -0.2223
O 0.1863 -0.3293 -0.5934
O 0.6264 0.1636 -0.1093
O -0.207 0.4151 0.1637
O -0.1565 0.1656 -0.4535
O -0.1867 0.0915 0.1319
O -0.0956 0.0825 0.0977
O -0.1051 0.0604 0.1484
O -0.4763 0.2553 -0.4759
O 0.1185 -0.3486 0.3597
O 0.5437 -0.4493 0.1346
O 0.0628 -0.3225 0.1505
O -0.0668 0.0821 0.2608
O -0.1747 0.6082 0.0236
O -0.0416 -0.0377 0.8287
O -0.1191 -0.0683 -0.094
O 0.1415 -0.0957 -0.379
O 0.3048 0.2944 -0.3417
O 0.3647 0.0246 -0.1838
O 0.4113 0.2093 0.0373
O 0.1677 0.0613 0.2343
O -0.1275 -0.1381 0.4849
O -0.2421 -0.5669 0.0187
O -0.2792 0.3092 -0.0913
O 0.0575 0.08 -0.2216
O 0.0033 0.0309 -0.099
O 0.2798 -0.285 -0.0932
O 0.0212 0.0609 -0.4914
O 0.1175 0.0323 -0.3137
O 0.0444 -0.1216 0.1034
O 0.2711 -0.5034 -0.0696
O 0.1964 -0.1188 0.1377
O -0.2278 -0.0633 0.3257
O -0.0126 0.1665 -0.2948
O 0.3029 0.5713 -0.1316
O 0.0837 0.4298 0.1019
O -0.2768 -0.1354 0.1312
O 0.2785 0.0051 -0.4563
O -0.2203 0.1545 0.0213
O -0.1934 0.3692 0.3374
O -0.3214 0.5467 0.3666
O 0.4784 -0.0854 0.2136
O 0.1786 -0.0172 -0.5006
O -0.3959 0.0255 -0.2604
O -0.0333 0.1603 -0.2977
O -0.192 -0.1439 -0.3695
O -0.1083 -0.5284 0.1413
O -0.2133 -0.4512 -0.0659
O -0.5612 0.4143 0.3815
O 0.1175 -0.0803 -0.2419
O -0.18 0.1806 -0.1093
O 0.1193 0.1893 0.0911
O 0.1663 -0.295 -0.4078
O 0.0152 0.0967 -0.4952
O -0.1186 0.1282 0.3653
O 0.1771 -0.0123 0.4062
O 0.3147 0.0544 -0.3716
O 0.1835 -0.5375 0.1268
O -0.3418 -0.0539 0.256
O 0.3276 0.1426 0.5247
O -0.3738 0.1955 -0.1033
O -0.2582 -0.3423 -0.1148
O 0.1633 -0.332 0.5327
